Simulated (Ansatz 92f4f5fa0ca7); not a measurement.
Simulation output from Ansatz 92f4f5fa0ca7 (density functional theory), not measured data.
Periodic cell of 237 atoms, Si146O90B1, from a study of silicon, its oxide and their interface. The atomic structure is a simulated model.
Doubt: the cutoff is far below the 930 eV that the study's wrapper takes by default for these files, so forces and energies are approximate.
This geometry differs little from another in the collection (a relaxation step or a small displacement).

Settings
functional: PBE
potential files: Ansatz PAW
basis: plane waves
wave-function cutoff: 580 eV
density cutoff ratio: 5
exchange-correlation grid ratio: 1
k mesh: 1 x 1 x 1, Gamma-centred
self-consistency stop: 5e-08 eV per atom in the density residual
occupations: fixed
spin: none
net charge: -1 e, with a uniform compensating background and no finite-size correction

Cell vectors (angstrom)
a 11.6015 0 0
b 0 10.938 0
c 0 0 32.0622

Atoms: element, x, y, z (angstrom)
Si -0.1946 -0.0648 23.2973
Si 3.6714 0.2014 23.1253
Si 7.5501 -0.1353 23.4708
Si 1.688 1.3753 23.438
Si 5.7341 1.4072 23.2184
Si 9.4419 1.2257 23.3826
Si 0.157 5.3155 23.482
Si 4.121 5.291 23.4172
Si 8.0304 5.6055 23.5741
Si 2.159 6.5823 23.3938
Si 5.9645 6.7667 23.5053
Si 10.0044 6.8681 23.6303
Si 1.9027 2.6611 25.407
Si 5.8336 2.6503 25.2908
Si 9.6298 2.6827 25.2834
Si 11.5972 4.0064 25.4079
Si 3.8947 3.9704 25.3479
Si 7.7431 4.093 25.3752
Si 1.9739 8.152 25.2138
Si 5.7746 8.1677 25.3896
Si 9.709 8.2637 25.4653
Si 11.6372 9.5638 25.2872
Si 3.8667 9.593 25.0933
Si 7.6887 9.5254 25.4354
Si 11.6476 -0.016 27.2402
Si 3.9029 -0.0504 27.1477
Si 7.7582 -0.0215 27.3238
Si 1.9824 1.3143 27.3141
Si 5.8306 1.3267 27.2556
Si 9.6942 1.3327 27.2364
Si 11.59 5.4724 27.2618
Si 3.848 5.4195 27.2447
Si 7.7135 5.4614 27.3005
Si 1.9383 6.823 27.1988
Si 5.7608 6.7992 27.3016
Si 9.6531 6.8205 27.3262
Si 1.9418 2.7275 29.216
Si 5.7963 2.7185 29.1995
Si 9.6784 2.7315 29.1715
Si 0.0106 4.1082 29.1949
Si 3.8685 4.0929 29.2045
Si 7.7307 4.0891 29.2189
Si 1.9476 8.181 29.1539
Si 5.7951 8.1818 29.2142
Si 9.6647 8.1848 29.2531
Si 0.0055 9.5461 29.1831
Si 3.874 9.5599 29.1369
Si 7.733 9.5467 29.2396
Si 0.0001 0.0052 31.1126
Si 3.8698 0.0068 31.0873
Si 7.7185 0.0096 31.143
Si 1.9336 1.3708 31.1457
Si 5.7935 1.3866 31.1649
Si 9.6619 1.3651 31.1144
Si 0.0076 5.492 31.1283
Si 3.8842 5.4497 31.1531
Si 7.723 5.4405 31.1745
Si 1.9592 6.8434 31.119
Si 5.8031 6.8281 31.1478
Si 9.6533 6.8303 31.1935
Si 1.9328 2.7633 1.0109
Si 5.7957 2.581 1.1786
Si 9.6623 2.7478 0.9891
Si -0.0115 4.113 0.9773
Si 3.9131 4.0581 1.0207
Si 7.6887 4.0514 1.0385
Si 1.9526 8.251 0.9775
Si 5.7955 8.2476 0.9808
Si 9.6414 8.2583 1.0389
Si -0.0034 9.5924 1.0013
Si 3.8794 9.6458 1.0162
Si 7.7127 9.6396 1.0518
Si 11.6081 0.0576 2.9208
Si 4.074 0.2149 2.9016
Si 7.5222 0.2135 2.8995
Si 1.9891 1.3883 2.9297
B 5.7873 1.3323 2.8549
Si 9.6 1.3707 2.9172
Si 11.5624 5.5242 2.8742
Si 3.8724 5.4913 2.9196
Si 7.7319 5.5063 2.9278
Si 1.9176 6.8305 2.8659
Si 5.8054 6.8642 2.8933
Si 9.6476 6.9051 2.9775
Si 1.9106 2.8439 4.8041
Si 5.8088 2.5509 4.5009
Si 9.5893 2.8056 4.8106
Si 11.5342 4.1362 4.7715
Si 3.9608 4.0321 4.7915
Si 7.6498 4.1291 4.8462
Si 1.9145 8.199 4.7772
Si 5.8073 8.2877 4.7813
Si 9.6352 8.3665 4.8827
Si 11.6301 9.6661 4.8722
Si 3.8442 9.5581 4.7149
Si 7.6991 9.7441 4.8338
Si 11.5892 0.2415 6.7616
Si 3.755 -0.0532 6.6267
Si 7.692 0.0692 6.8844
Si 2.0503 1.5059 6.7306
Si 5.7019 1.2872 6.5318
Si 9.6358 1.5313 6.8083
Si 11.5246 5.5305 6.6625
Si 3.9932 5.4099 6.7323
Si 7.7113 5.6392 6.7723
Si 1.9978 6.6475 6.5942
Si 5.8071 6.9745 6.7137
Si 9.7222 7.0435 6.8592
O 9.9595 7.9732 8.2632
O 7.6428 9.9512 8.2101
O 7.3947 4.7422 8.1511
O 3.3752 10.3286 8.1816
O 2.097 7.5007 8.0113
O 3.9854 4.6037 8.2227
O 9.7858 2.4799 8.1915
O 2.6231 2.3346 8.1006
O 11.3934 4.6194 8.0544
O 5.3586 2.4399 7.6855
O 5.8247 7.9614 8.0752
O 11.3191 10.3047 8.141
O 11.281 10.0792 21.8157
O 3.2378 10.7195 21.537
O 5.7749 7.7685 22.1802
O 4.2205 4.4532 21.9549
O 7.6759 9.6851 22.2068
O 10.3046 7.6735 22.205
O 1.6122 2.402 22.1286
O 5.9433 2.4434 21.9035
O 8.4419 4.7007 22.2334
O -0.0731 4.4522 22.0531
O 2.3496 7.3646 21.9429
O 9.1264 1.8735 21.8773
Si 1.9182 7.7537 9.5789
Si 5.0415 0.574 17.6904
Si 2.498 5.4251 14.0056
Si 10.5682 3.8619 14.0412
Si 8.2819 2.3832 15.2512
Si 9.5473 2.2431 20.3561
Si 10.5132 3.6791 9.0399
Si 0.0257 2.3244 11.5332
Si 11.0298 8.1334 15.3821
Si 5.1713 6.9363 13.9748
Si 5.7693 2.6106 11.0734
Si 8.5848 7.6653 19.4068
Si 8.1196 4.8462 20.6501
Si 5.9344 9.5897 15.1985
Si 2.1113 7.6316 20.3627
Si 1.9259 4.8905 18.7981
Si 4.5002 3.4393 18.0212
Si 8.517 8.9249 16.828
Si 0.8244 9.4893 13.2791
Si 9.9131 10.6509 11.6904
Si 5.3528 3.7073 21.0334
Si 0.6064 5.5142 16.2502
Si 10.771 9.129 9.1053
Si 6.5662 8.8903 21.3078
Si 7.1185 7.1071 11.4637
Si 2.6681 0.738 12.183
Si 10.8867 8.6762 21.068
Si 6.0288 4.3166 15.6145
Si 7.0935 0.4902 12.9563
Si 4.0738 2.9913 8.5246
Si 0.8774 6.7422 11.8825
Si 6.5669 9.0417 9.0521
Si 0.664 3.2904 21.1617
Si 9.7969 6.5097 12.8834
Si 7.7244 4.544 9.7241
Si 3.9853 10.0707 20.2287
Si 4.2649 3.0375 13.4886
Si 3.8438 10.0017 9.7101
Si 8.0632 0.7813 18.0335
O 11.494 3.2266 12.8765
O 9.349 4.4993 9.8612
O 8.802 3.6038 19.8747
O 4.0433 -0.0668 18.8124
O 11.3507 4.5246 15.2997
O 9.8665 9.7778 10.3092
O 3.7596 1.5353 13.1072
O 0.6513 9.0664 14.8475
O 6.4801 0.9702 18.3816
O 4.7753 3.1689 19.6109
O 6.2569 1.1809 11.7293
O 0.523 8.5679 9.816
O 5.6342 4.3115 17.2094
O 8.4408 7.1982 12.3858
O 4.4573 2.6095 10.0791
O 2.0955 5.6292 15.5721
O 3.3643 0.0705 10.8844
O 5.8909 7.2209 12.5352
O 2.3045 6.351 19.3906
O 0.6618 4.9421 17.7709
O 8.4181 10.6914 12.3458
O 5.4635 10.0476 9.7014
O 0.59 8.1775 20.2288
O 9.7758 2.6101 14.6925
O 1.997 10.5976 13.198
O 9.9606 9.0956 16.1171
O 6.1627 10.3576 13.7727
O 7.4797 1.5966 14.085
O 1.6378 3.9191 20.0456
O 5.9 5.7839 14.9009
O 7.3543 8.9513 15.7011
O 1.504 1.681 11.5813
O 7.2056 8.2867 10.3494
O 4.3283 1.9846 17.286
O 7.0693 3.1587 10.2706
O 11.5672 7.002 16.4108
O 8.3011 10.1413 17.851
O 3.2393 8.54 10.1052
O 7.5785 3.8309 15.5102
O 3.1419 4.3006 17.914
O 2.9121 3.9032 13.6582
O 1.3205 8.2123 12.4192
O 1.203 5.6964 13.0742
O 4.9959 8.3028 14.8567
O 11.1691 2.3934 20.3468
O 10.9746 10.0054 12.7453
O 5.2844 3.5694 12.3184
O 5.0844 3.1919 14.8859
O 6.4885 4.8053 20.5761
O 8.3963 1.5589 16.6457
O 10.4103 1.2408 11.4193
O 10.8718 6.6024 11.6541
O 3.2401 8.6814 19.8581
O 1.7263 6.4211 10.5238
O 7.169 8.1879 19.9886
O 8.4997 7.5862 17.7724
O 3.675 6.4481 13.6006
O 9.5662 4.9656 13.3613
O 5.5194 9.9795 20.7462
O 10.3183 7.3808 14.1402
O 8.789 6.1605 19.9789
O 7.0692 5.7034 10.6538
O 5.2717 10.5413 16.374
O 9.054 1.1559 19.26
O 11.5737 3.1831 10.1622
O 9.7422 8.7066 19.9045

Results
free energy: -144146.966 eV
free energy less fixed offsets of B -154.04, O -568.88, Si -635.61 eV per atom: 5.334 eV

Forces (eV/angstrom), in the order of the atoms: element, x, y, z
Si -0.001 -0.0236 -0.0099
Si -0.0029 -0.0066 -0.0274
Si 0.0042 -0.0226 -0.009
Si -0.0131 0.0205 -0.0081
Si 0.0011 0.0214 -0.0089
Si -0.0062 0.016 -0.0224
Si 0.0052 -0.0097 -0.0065
Si -0.0001 -0.0064 -0.0068
Si 0.0024 -0.0108 -0.0031
Si 0.0012 0.0057 -0.0156
Si -0.0017 0.0118 -0.0054
Si -0.0011 0.0097 -0.0088
Si 0.001 0.0096 0.0137
Si -0.0044 0.0148 0.0135
Si 0.0029 0.012 0.0114
Si -0.0033 -0.0089 -0.0027
Si 0.0024 -0.0136 0.0042
Si 0.0051 -0.0172 -0.0061
Si -0.0005 0.0103 -0.0002
Si 0.0046 0.0101 -0.0053
Si 0.0033 0.0121 -0.0022
Si 0.0015 -0.0073 0.0103
Si -0.0004 -0.011 0.0144
Si -0.0031 -0.0112 0.0063
Si 0.0007 -0.0009 0.0023
Si -0.0032 -0.0001 0.0017
Si 0.0004 0.0116 -0.0041
Si -0.0016 -0.0048 -0.0042
Si 0.002 -0.0123 -0.005
Si -0.0033 -0.0031 0.0022
Si -0.0005 -0.0055 0.0001
Si 0.0025 -0.0005 -0.0016
Si -0.0043 0.0065 0.0001
Si 0.0017 0.0037 -0.0029
Si -0.0064 -0.0002 -0.0048
Si 0.0021 -0.0077 -0.0078
Si 0.0132 0.003 0.0089
Si -0.0004 0.0117 -0.0077
Si 0.0078 0.0025 -0.0045
Si -0.0059 -0.0017 0.0032
Si -0.0134 -0.007 0.003
Si 0.0004 -0.0064 0.0084
Si -0.0041 -0.0011 -0.005
Si -0.0111 -0.0033 0.0171
Si -0.0088 0.005 0.0147
Si 0.0035 -0.0018 -0.0043
Si 0.0149 -0.008 -0.023
Si 0.0027 -0.0055 0.0013
Si 0.0018 0.0031 0.0111
Si 0.001 0.015 0.0182
Si -0.0014 0.0033 0.0147
Si -0.0048 -0.0048 -0.0087
Si 0.0029 -0.0314 0.0074
Si -0.004 -0.0064 0.0011
Si -0.0012 -0.0007 -0.0012
Si 0.0109 -0.0002 -0.0098
Si -0.0164 -0.0061 -0.0085
Si -0.0003 0.0002 -0.0032
Si -0.0008 0.0103 -0.0035
Si 0.0074 -0.003 -0.0067
Si 0.027 -0.0206 -0.0001
Si -0.0336 -0.0727 0.0462
Si -0.0187 -0.0167 -0.0077
Si -0.0136 0.0172 0.0042
Si -0.0116 0.0039 0.0301
Si 0.0272 0.0098 0.0402
Si -0.018 -0.0002 0.0095
Si 0.0068 0.0086 0.0157
Si 0.0098 0.0062 0.0258
Si 0 0.0107 -0.016
Si 0.0371 0.0358 0.0055
Si -0.0354 0.0256 -0.0025
Si -0.0085 -0.0795 -0.0078
Si -0.2814 -0.3248 -0.0033
Si -0.0187 -0.2166 0.021
Si -0.013 0.1145 -0.0017
B 0.3107 0.3666 -0.2784
Si 0.0412 0.1242 0.0076
Si 0.001 -0.0199 0.0039
Si 0.0224 -0.0223 0.008
Si -0.0136 -0.0308 0.0016
Si 0.0013 0.0182 0.0076
Si 0.0013 0.0094 0.0058
Si -0.0082 0.0157 0.0018
Si 0.0032 -0.0314 0.0069
Si 0.0057 0.0127 0.2462
Si -0.0218 -0.03 0.0055
Si 0.0017 0.0326 -0.0112
Si -0.0364 0.0502 -0.0723
Si 0.006 0.0227 -0.0582
Si -0.0024 -0.0002 -0.0248
Si 0.0136 0.0223 -0.0424
Si 0.0131 -0.0034 -0.0207
Si -0.0072 -0.0021 0.0268
Si 0.0022 0.015 0.0187
Si -0.0005 0.0105 -0.0117
Si 0.0141 -0.0188 0.0039
Si 0.04 -0.0109 0.0082
Si 0.0003 -0.0083 0.0124
Si -0.0397 -0.0065 0.0339
Si -0.0167 0.0137 -0.0132
Si -0.0031 0.0089 0.0078
Si -0.0108 -0.0449 0.018
Si 0.031 -0.055 0.0475
Si -0.0167 -0.0662 0.0349
Si -0.0371 0.0519 0.0229
Si -0.0034 0.0491 0.0281
Si 0.0307 0.0562 0.0131
O -0.0256 -0.0507 -0.017
O 0.0062 0.0154 -0.0053
O -0.0017 0.0349 -0.0437
O -0.0049 0.01 -0.0217
O 0.0102 -0.0414 -0.0393
O -0.007 0.0542 -0.0204
O -0.0065 -0.016 -0.003
O -0.0048 -0.0069 -0.0107
O 0.0154 0.0356 -0.0146
O 0.0155 -0.0056 -0.0146
O -0.0144 -0.0547 -0.0179
O 0.0134 0.0282 -0.0111
O 0.0045 0.0335 0.0048
O -0.0068 0.0208 0.0263
O -0.0062 -0.0205 -0.0043
O -0.0128 0.0139 0.001
O 0.0087 0.025 -0.0019
O -0.0106 -0.0163 0.0012
O 0.0166 -0.0265 -0.0015
O 0.0039 -0.0344 0.0056
O -0.0029 0.0118 0.0101
O -0.0029 0.0224 0.0009
O 0.0014 -0.0167 0.0095
O -0.0014 -0.0203 0.0135
Si -0.0034 0.0007 0.0069
Si 0.0094 0.0042 0.0168
Si 0.0101 -0.003 -0.0328
Si -0.0037 -0.0073 -0.0253
Si 0.0024 0.0049 -0.0198
Si -0.0005 0.001 0.0118
Si 0.0037 -0.0074 0.004
Si 0.0025 -0.0056 -0.0391
Si 0.0079 -0.003 -0.0096
Si -0.0065 0.0018 -0.0269
Si 0.0052 -0.013 -0.0364
Si -0.0006 -0.0001 0.0234
Si 0.003 0.0029 0.0214
Si -0.0011 -0.0027 -0.0197
Si -0.001 -0.0039 0.023
Si -0.0046 0.0007 0.0165
Si 0.0051 -0.0028 0.0104
Si 0.0026 0.0013 0.0085
Si 0.0003 -0.0004 -0.037
Si 0.0004 0.0093 -0.0392
Si 0.0013 0.0087 0.0009
Si -0.0024 0.0023 -0.0042
Si 0.0128 0.0203 0.01
Si -0.005 -0.0016 0.0162
Si -0.003 0.0076 -0.033
Si -0.0018 0.0035 -0.042
Si 0.0021 -0.0172 0.0103
Si 0.0006 -0.0021 -0.0136
Si 0.0035 -0.0003 -0.0393
Si 0.0156 -0.0332 -0.0017
Si -0.0079 0.0097 -0.0401
Si -0.0012 0.0281 0.0091
Si -0.0072 0.0036 0.0117
Si 0.0076 0.0001 -0.0384
Si 0.0043 -0.0034 0.0031
Si 0.0143 -0.0097 0.0049
Si -0.0049 0.0014 -0.0318
Si 0.0047 0.0088 -0.0237
Si -0.008 -0.0041 0.0191
O 0.0027 -0.0007 0.0119
O 0.0007 -0.0037 0.0095
O -0.0016 0.0021 -0.0158
O -0.0076 -0.0107 -0.0013
O 0.0006 0.0018 0.0045
O 0.0081 -0.0178 0
O -0.0008 -0.0033 0.0182
O -0.0046 0.0001 0.0085
O 0.0036 -0.0005 -0.0157
O 0.0081 0.0049 0.0109
O -0.0045 0.0083 0.0244
O -0.0175 -0.0035 0.0045
O -0.0079 -0.003 -0.0025
O -0.0067 -0.0007 0.0193
O -0.014 0.012 -0.0045
O -0.0029 -0.0046 0.0023
O 0.0075 -0.0087 0.0149
O 0.0066 -0.0009 0.0176
O 0.0013 0.0146 -0.0112
O 0.0084 -0.0025 -0.0041
O 0.0041 -0.0027 0.0244
O 0.0038 -0.0156 0.0126
O -0.0058 0.0022 -0.0152
O -0.0026 0.0012 0.0118
O 0.0037 0.0022 0.0186
O -0.0005 -0.0002 -0.0002
O -0.0001 0.0014 0.0175
O -0.002 -0.004 0.0115
O -0.0091 -0.0097 -0.0015
O 0.0028 0.0017 0.0091
O 0.0045 -0.0027 0.0031
O -0.0022 0.0034 0.0275
O -0.0041 0.0127 -0.0003
O 0.0014 0.0018 -0.0095
O 0.0125 0.0131 0.0192
O 0.0011 0.0014 -0.0023
O 0.0015 0.0068 -0.017
O -0.0001 0.0009 0.0155
O 0.0009 0.0023 0.0041
O -0.0043 0.0007 -0.0084
O -0.0008 0.0028 0.0175
O 0.0019 -0.0082 0.0205
O -0.0012 0.0057 0.0192
O 0.0057 0.0003 0.0095
O 0.0051 0.0028 -0.0129
O -0.0065 0.0007 0.017
O 0.0046 -0.0033 0.0148
O -0.002 0.0034 0.0062
O -0.0025 -0.0037 -0.0157
O -0.0003 -0.0076 0.0064
O -0.0015 0.0012 0.0255
O 0.0037 0.0011 0.0222
O -0.0042 0.0018 -0.0165
O 0.0029 0.0069 0.0113
O -0.008 0.0069 -0.008
O 0.0019 -0.0033 0.0018
O -0.0024 -0.0007 0.0196
O 0 0.0038 0.0192
O 0.0059 -0.0045 -0.0113
O -0.0035 0.0004 0.0136
O -0.0045 -0.0105 -0.0155
O 0.0051 -0.0157 0.0118
O -0.0038 0.006 0.0026
O 0.0099 0.0105 -0.0082
O -0.0108 0.011 0.0057
O 0.0102 0.0055 -0.0072

The program warned: the cutoff lies below the one the program advises for these potential files; the exchange-correlation potential is rough where the density is thin.
